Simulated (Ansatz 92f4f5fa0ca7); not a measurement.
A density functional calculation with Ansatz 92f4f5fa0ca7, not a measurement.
Periodic cell of 226 atoms, Si134O92, from a study of silicon, its oxide and their interface. The atomic structure is a simulated model.
Doubt: the cutoff is low for norm-conserving oxygen, so forces and energies are approximate.
Doubt: the program's own warning below bears on the result.

Settings
functional: HSE06
potential files: SPMS norm-conserving
basis: plane waves
wave-function cutoff: 800 eV
density cutoff ratio: 4
exchange-correlation grid ratio: 1
k mesh: 1 x 1 x 1, Gamma-centred
occupations: fixed
spin: none
net charge: 0

Cell vectors (angstrom)
a 10.938 0 0
b 0 10.938 0
c 0 0 32.3861

Atoms: element, x, y, z (angstrom)
Si 0.2582 -0.1541 24.7408
Si 5.1749 0.1918 25.1219
Si 3.1048 2.5452 24.8097
Si 7.9675 3.0542 25.0451
Si -0.3736 5.6843 24.9035
Si 5.7956 5.3095 25.0076
Si 2.4735 8.5022 24.8562
Si 8.4116 8.0007 24.9226
Si 1.3878 1.445 26.0924
Si 6.8303 1.3894 26.2726
Si 4.1408 4.1348 26.2179
Si 9.5244 4.1717 26.3612
Si 1.3249 6.8447 26.1175
Si 6.874 6.8971 26.3243
Si 3.9648 9.5883 26.3513
Si 9.6175 9.6278 26.1434
Si 2.6453 0.0793 27.6296
Si 8.224 -0.0017 27.5741
Si 0.0091 2.7376 27.5693
Si 5.4592 2.7513 27.6304
Si 2.7112 5.4929 27.5432
Si 8.1767 5.5171 27.698
Si -0.0054 8.2134 27.564
Si 5.4286 8.2319 27.6193
Si 4.1018 1.3673 28.9678
Si 9.5708 1.3673 28.9678
Si 1.3673 4.1018 28.9678
Si 6.8362 4.1018 28.9678
Si 4.1018 6.8362 28.9678
Si 9.5708 6.8362 28.9678
Si 1.3673 9.5708 28.9678
Si 6.8362 9.5708 28.9678
Si 0 0 30.3351
Si 5.469 0 30.3351
Si 2.7345 2.7345 30.3351
Si 8.2035 2.7345 30.3351
Si 0 5.469 30.3351
Si 5.469 5.469 30.3351
Si 2.7345 8.2035 30.3351
Si 8.2035 8.2035 30.3351
Si 1.3673 1.3673 31.7023
Si 6.8362 1.3673 31.7023
Si 4.1018 4.1018 31.7023
Si 9.5708 4.1018 31.7023
Si 1.3673 6.8362 31.7023
Si 6.8362 6.8362 31.7023
Si 4.1018 9.5708 31.7023
Si 9.5708 9.5708 31.7023
Si 2.7345 0 0.6835
Si 8.2035 0 0.6835
Si 0 2.7345 0.6835
Si 5.469 2.7345 0.6835
Si 2.7345 5.469 0.6835
Si 8.2035 5.469 0.6835
Si 0 8.2035 0.6835
Si 5.469 8.2035 0.6835
Si 4.1018 1.3673 2.0507
Si 9.5708 1.3673 2.0507
Si 1.3673 4.1018 2.0507
Si 6.8362 4.1018 2.0507
Si 4.1018 6.8362 2.0507
Si 9.5708 6.8362 2.0507
Si 1.3673 9.5708 2.0507
Si 6.8362 9.5708 2.0507
Si 0 0 3.418
Si 5.469 0 3.418
Si 2.7345 2.7345 3.418
Si 8.2035 2.7345 3.418
Si 0 5.469 3.418
Si 5.469 5.469 3.418
Si 2.7345 8.2035 3.418
Si 8.2035 8.2035 3.418
Si 1.3361 1.4167 4.7448
Si 6.8608 1.3333 4.8497
Si 4.15 4.0377 4.7626
Si 9.5811 4.0732 4.8464
Si 1.3977 6.7928 4.7429
Si 6.8817 6.7851 4.7925
Si 4.1467 9.5405 4.7577
Si 9.5312 9.588 4.7558
Si 2.8014 0.0739 5.9717
Si 8.1278 -0.1206 6.2752
Si -0.0474 2.6605 6.259
Si 5.5132 2.7149 6.2292
Si 2.7142 5.3556 6.0726
Si 8.2603 5.4496 6.2585
Si 0.04 8.2182 5.9923
Si 5.4441 8.1057 6.1304
Si 3.873 1.5303 7.4723
Si 9.8389 0.9051 7.5275
Si 1.6413 3.7996 7.4737
Si 6.5956 4.3548 7.5689
Si 4.2572 6.4958 7.3846
Si 9.504 7.1255 7.4157
Si 1.2801 9.8003 7.1857
Si 7.0006 9.0896 7.586
O 5.4304 5.4679 7.9171
O 0.1381 -0.1415 7.823
O 2.7522 2.6587 7.8903
O 8.3056 8.1381 7.9093
O -4.5074 9.7197 21.4584
O 6.8574 4.1483 24.4803
O 5.7076 10.1986 23.8892
O -0.0115 4.8731 23.5107
O 6.2583 9.1645 9.0514
O 1.2716 4.4855 8.9239
O 2.2185 9.2734 8.4074
O 7.1037 3.8235 9.0451
O 10.4332 6.7818 8.73
O 4.3097 0.8112 8.8936
O 3.4995 6.9771 8.7583
O 9.2698 1.1522 9.0496
O 4.1701 1.33 24.4807
O 8.8351 2.5279 23.7568
O 9.4886 6.8491 24.4445
O 3.2719 7.8822 23.5586
O 7.7239 8.5266 23.515
O 1.2699 4.0921 21.3633
O -2.2764 8.9168 15.4099
O 9.9045 0.0392 19.0768
Si 11.469 13.2307 12.4395
Si 2.7833 8.2315 9.499
Si 5.4518 8.7619 20.6013
Si -1.7563 1.2476 22.8223
Si 7.1353 11.6804 16.0327
Si 2.6539 3.9279 16.6715
Si 10.9807 9.7861 18.8258
Si 2.787 4.0292 21.9529
Si 9.0307 7.5878 16.2717
Si 11.1523 4.0985 14.9113
Si 4.161 -4.1467 22.7362
Si 10.9571 7.082 10.2441
Si 5.512 -1.6682 10.496
Si 6.7649 3.2875 10.5515
Si 3.0279 0.6563 13.0258
Si 0.6444 18.2553 20.2379
Si 13.4937 6.3553 18.3239
Si 3.8836 14.8702 19.2363
Si 11.3448 10.7411 16.1536
Si 9.3975 -2.7906 12.5022
Si 5.6834 -2.008 15.7643
Si 2.7125 -1.5327 14.9192
Si 6.9088 -3.5142 18.1482
Si 9.0688 3.0556 20.265
Si 6.3805 4.6319 13.2201
Si -3.9503 -1.0684 22.9605
Si 11.3999 15.1645 10.3077
Si 9.0381 -0.7788 14.41
Si 20.5739 1.2602 17.9975
Si 15.7745 -8.3894 14.8151
Si 2.7331 8.9967 19.5356
Si 8.2363 4.7053 15.6955
Si 11.4759 7.1071 14.6887
Si 6.5201 7.58 13.0242
Si 4.6893 12.0004 10.4686
Si -0.0156 4.9438 21.883
Si 9.3891 -8.8989 10.4005
Si 17.7792 -6.6533 18.4867
O 8.0138 0.1619 23.0228
O -3.4549 4.0517 16.9955
O 9.1475 1.7686 21.2792
O 15.0816 9.5999 20.0545
O 5.3062 6.1341 23.6817
O 1.8717 8.0139 14.835
O 7.8923 2.2005 10.9889
O 1.0538 6.3008 19.0073
O 12.9198 -11.2899 15.8116
O 10.5789 0.5472 23.3497
O 3.6224 5.5561 19.2777
O 6.1964 8.6179 14.2373
O 3.9063 8.9719 10.3987
O 2.9622 -0.934 13.4102
O 6.7978 4.4857 11.6482
O 12.3142 9.6295 24.2939
O 13.7277 3.2888 18.1852
O 0.0083 -4.4129 21.4822
O -0.3778 8.4729 19.6921
O 0.0019 -1.3966 17.2042
O -0.2936 -3.2504 13.4235
O 11.062 5.6499 11.0108
O 7.6117 14.4907 19.7284
O 13.5115 -5.3622 16.8805
O 5.3184 2.5517 10.5887
O 12.5666 10.1536 19.1626
O -4.5699 8.3384 19.3513
O -1.0824 8.0465 10.9529
O 6.0816 -2.6956 11.6054
O 5.3488 3.6464 18.6021
O 8.9742 -1.2466 12.8538
O 10.5943 18.1285 16.0684
O 14.3573 11.8774 11.4735
O -0.1044 1.185 16.8699
O 6.305 10.3183 16.3703
O 2.0226 8.0829 20.7127
O 14.8856 3.4694 15.8119
O 20.7185 4.2165 15.7719
O 4.0833 -1.8584 15.6856
O 10.3422 1.4493 11.5932
O 4.9256 -3.4386 21.4887
O 10.5727 10.5721 14.7375
O 8.1565 6.3259 15.7149
O 3.7215 3.3762 20.7687
O 5.7225 10.8264 10.9476
O 6.7892 5.8959 18.6812
O 16.1894 3.5275 13.583
O 1.5021 7.7437 10.3641
O 2.7736 3.1429 23.3123
O 14.9708 12.2608 14.1193
O 8.1065 -3.7191 12.8401
O 9.9906 3.4904 9.9442
O 12.4857 12.2298 13.1768
O 7.6008 15.2333 14.2555
O 13.9155 18.8828 18.2711
O 8.0378 11.4026 14.6916
O 9.6571 4.3173 21.094
O 8.4806 7.7926 17.8002
O 5.7971 6.1543 13.3647
O 17.024 1.9328 15.6724
O 10.7917 3.1848 13.6179
O 11.7629 5.5327 14.4089
O 1.3365 14.3597 15.8784
O 3.2076 5.5674 22.2675
O 12.22 3.2919 11.3686
O 8.1538 1.1191 17.2799
O 9.8195 2.6236 18.8704
O 16.9431 -3.2157 16.8139

Results
free energy: -56396.433 eV
free energy less fixed offsets of O -447.96, Si -113.29 eV per atom: -3.253 eV
gap between the highest filled and lowest empty level on this k mesh: 1.212 eV

The program warned: the cutoff lies below the one the program advises for these potential files; the model core charge is not resolved on the grid; the forces do not sum to zero within the program's tolerance; the exchange-correlation potential is rough where the density is thin.
